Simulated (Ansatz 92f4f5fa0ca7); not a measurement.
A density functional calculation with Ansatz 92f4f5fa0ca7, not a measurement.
Periodic cell of 223 atoms, Si133O90, from a study of silicon, its oxide and their interface. The atomic structure is a simulated model.
Doubt: the cutoff is far below the 930 eV that the study's wrapper takes by default for these files, so forces and energies are approximate.
This geometry differs little from another in the collection (a relaxation step or a small displacement).

Settings
functional: PBE
potential files: Ansatz PAW
basis: plane waves
wave-function cutoff: 580 eV
density cutoff ratio: 5
exchange-correlation grid ratio: 1
k mesh: 1 x 1 x 1, Gamma-centred
self-consistency stop: 5e-08 eV per atom in the density residual
occupations: fixed
spin: none
net charge: 0

Cell vectors (angstrom)
a 10.938 0 0
b 0 10.938 0
c 0 0 32.5148

Atoms: element, x, y, z (angstrom)
Si 0.2919 -0.1723 25.1145
Si 5.2872 0.2648 25.1395
Si 2.8801 2.3103 24.9926
Si 8.0945 3.1902 25.0031
Si -0.117 5.9259 25.0064
Si 5.648 5.2717 25.0706
Si 2.4119 8.4296 25.0507
Si 8.2815 7.8454 24.993
Si 1.4339 1.2763 26.5317
Si 6.9101 1.4808 26.3137
Si 3.9532 4.0983 26.2217
Si 9.7284 4.2036 26.3218
Si 1.3043 6.9906 26.5135
Si 6.8357 6.759 26.465
Si 4.1147 9.5439 26.3249
Si 9.4634 9.5912 26.1953
Si 2.8042 -0.0825 27.8057
Si 8.1854 0.0217 27.6767
Si 0.0246 2.7347 27.7279
Si 5.4263 2.7912 27.6742
Si 2.6928 5.4853 27.7027
Si 8.2609 5.4273 27.7675
Si -0.1236 8.3215 27.7568
Si 5.4704 8.1972 27.728
Si 4.1018 1.3673 29.0965
Si 9.5708 1.3673 29.0965
Si 1.3673 4.1018 29.0965
Si 6.8362 4.1018 29.0965
Si 4.1018 6.8362 29.0965
Si 9.5708 6.8362 29.0965
Si 1.3673 9.5708 29.0965
Si 6.8362 9.5708 29.0965
Si 0 0 30.4638
Si 5.469 0 30.4638
Si 2.7345 2.7345 30.4638
Si 8.2035 2.7345 30.4638
Si 0 5.469 30.4638
Si 5.469 5.469 30.4638
Si 2.7345 8.2035 30.4638
Si 8.2035 8.2035 30.4638
Si 1.3673 1.3673 31.831
Si 6.8362 1.3673 31.831
Si 4.1018 4.1018 31.831
Si 9.5708 4.1018 31.831
Si 1.3673 6.8362 31.831
Si 6.8362 6.8362 31.831
Si 4.1018 9.5708 31.831
Si 9.5708 9.5708 31.831
Si 2.7345 0 0.6835
Si 8.2035 0 0.6835
Si 0 2.7345 0.6835
Si 5.469 2.7345 0.6835
Si 2.7345 5.469 0.6835
Si 8.2035 5.469 0.6835
Si 0 8.2035 0.6835
Si 5.469 8.2035 0.6835
Si 4.1018 1.3673 2.0507
Si 9.5708 1.3673 2.0507
Si 1.3673 4.1018 2.0507
Si 6.8362 4.1018 2.0507
Si 4.1018 6.8362 2.0507
Si 9.5708 6.8362 2.0507
Si 1.3673 9.5708 2.0507
Si 6.8362 9.5708 2.0507
Si 0 0 3.418
Si 5.469 0 3.418
Si 2.7345 2.7345 3.418
Si 8.2035 2.7345 3.418
Si 0 5.469 3.418
Si 5.469 5.469 3.418
Si 2.7345 8.2035 3.418
Si 8.2035 8.2035 3.418
Si 1.3896 1.3498 4.7939
Si 6.827 1.374 4.7886
Si 4.0831 4.0909 4.7473
Si 9.5951 4.09 4.843
Si 1.3907 6.796 4.8016
Si 6.8377 6.8588 4.7858
Si 4.1182 9.5621 4.8337
Si 9.5815 9.5555 4.6706
Si 2.7173 -0.0398 6.2086
Si 8.2857 -0.016 6.0291
Si 0.0836 2.7166 6.2253
Si 5.35 2.6663 6.1283
Si 2.8022 5.4524 6.1951
Si 8.1887 5.4966 6.1704
Si -0.0622 8.18 6.0331
Si 5.5265 8.2373 6.232
Si 3.8828 1.4489 7.6345
Si 9.8677 1.0221 7.4092
Si 1.7541 3.8098 7.5412
Si 6.4714 4.3401 7.2971
Si 4.3657 6.6446 7.5428
Si 9.3463 7.1272 7.4663
Si 1.0626 9.6847 7.3918
Si 7.2084 9.4267 7.4491
O 9.5306 6.8589 24.4829
O 4.1403 1.3176 24.5662
O 8.2547 8.2569 8.0002
O 2.8175 2.6522 8.1098
O 6.7186 4.0523 24.8793
O 1.3523 9.6112 24.5466
O 5.4583 5.4666 7.9882
O 0.0087 -0.1053 7.9567
O 7.0847 3.3633 8.4728
O 6.7977 10.3747 8.7313
O 10.1856 6.585 8.7973
O 1.5359 8.7723 8.6723
O 4.4891 0.5939 8.9449
O 1.1764 4.6286 8.8758
O 9.0746 1.5469 8.7695
O 3.7544 7.3327 8.9289
O 7.2107 8.1078 23.7384
O 8.7136 3.3729 23.4875
O 5.3567 5.8195 23.5409
O 2.0098 2.521 23.5888
O 10.8406 0.8475 23.8635
O 0.8641 5.5791 23.7002
O 2.7869 7.4975 23.7282
O 6.0337 10.4613 23.8941
Si 8.1009 0.2577 21.2625
Si 2.0299 6.3487 22.8071
Si 6.2775 6.6116 19.7196
Si 11.8704 -2.0659 13.6389
Si 2.7859 -2.7528 18.3899
Si 2.5536 -0.5506 11.7637
Si -2.1405 -2.983 13.6234
Si 0.7781 1.7695 22.8042
Si 2.1786 6.4651 12.2141
Si 0.5835 -3.087 20.3159
Si 8.5205 3.0239 9.1442
Si -1.3683 3.9975 17.3853
Si 6.7794 2.8788 11.318
Si 3.7329 0.7218 14.1401
Si 4.9953 -4.3644 16.9941
Si 4.4165 -6.4915 12.1076
Si 0.1954 0.1075 20.6148
Si 5.8306 11.0846 9.8275
Si 5.0758 -1.7556 20.2061
Si 9.3542 3.6569 22.02
Si -3.0118 1.5943 16.811
Si 6.6995 -1.3071 12.4548
Si -1.9815 4.9284 14.4986
Si -0.1682 12.1905 17.6335
Si 10.6227 5.1132 9.346
Si 6.6203 2.7238 21.1957
Si 6.5351 9.3229 22.8693
Si 6.275 -2.9296 14.731
Si 0.0284 -6.6741 12.3127
Si 2.5539 8.1011 9.7347
Si 1.9936 -0.5531 16.2256
Si 2.2421 2.2677 12.1063
Si 4.8047 5.1942 22.1329
Si -1.63 -5.1161 20.0487
Si 16.8022 5.1035 14.5962
Si 6.3081 0.8054 19.0901
Si 6.8354 1.3237 13.8798
O 5.5792 -3.0331 16.2011
O 2.3496 -9.9912 11.1381
O 9.2722 0.7393 17.1957
O -3.2184 6.0759 20.1438
O 5.7493 4.1607 11.1819
O 1.3187 0.802 21.5919
O 1.765 7.0488 10.726
O -1.2884 -5.9574 18.6837
O 14.5704 -0.4325 12.9828
O 5.2652 1.2143 14.2821
O 1.3955 -3.3761 18.9321
O 3.6332 -2.3385 19.7333
O 3.3073 0.1752 15.6024
O -0.1478 2.8941 17.5
O 6.5593 0.9841 17.4917
O 3.3052 3.3808 11.5886
O 6.2688 1.5466 10.5266
O 0.4664 -1.4874 20.5789
O 5.0324 5.284 15.995
O 7.3962 0.0413 13.0507
O 5.1599 -0.2623 19.5391
O 5.2051 6.1067 20.8447
O 7.0696 1.3393 21.9995
O 8.2682 3.2045 10.7362
O 3.7278 -5.0021 12.0468
O 0.2183 0.7717 19.1384
O -2.771 3.1318 17.3456
O 0.712 2.8103 12.0163
O -0.6533 -2.3749 13.6501
O 12.061 -0.9996 12.414
O 7.0102 2.5867 12.8866
O 16.992 6.5878 13.9506
O -1.2407 0.4612 21.3236
O 5.9609 2.2628 19.7677
O -1.1038 3.9959 13.4633
O 2.4909 9.5078 17.4967
O 5.7016 -1.8426 13.6607
O -2.8045 3.3331 20.9426
O 5.2619 -1.8521 21.8437
O 2.6779 1.8884 13.6493
O 3.1197 9.3212 10.6712
O 5.8711 -0.9559 11.0774
O 7.8139 9.7812 21.9783
O 1.3056 -1.5131 15.112
O 7.7349 1.5435 15.204
O 5.5204 3.7046 21.9215
O 1.9733 -3.301 13.3344
O 3.5197 -3.9272 17.5206
O -3.0118 -2.426 12.3179
O 7.3843 4.5095 14.7594
O 7.7302 11.1872 19.6785
O 5.9031 -4.875 18.2413
O 1.3207 7.0988 21.5544
O 9.599 4.0915 8.5854
O 9.6654 4.8716 15.9875
O -1.1569 -5.8088 21.4607
O -3.0575 -2.6068 14.9444
O 9.0117 6.3465 13.6983
O -0.5311 4.9724 10.9459
O -0.9045 -3.6669 20.0401
O 6.2642 8.2407 19.6003
O 3.1577 5.2587 22.2725
O 1.229 5.2693 12.7835
O 11.8762 0.6029 16.6468
O -0.1622 2.8738 22.0586
O 4.8852 -6.728 13.6577

Results
free energy: -135734.561 eV
free energy less fixed offsets of O -568.88, Si -635.61 eV per atom: 0.769 eV

Forces (eV/angstrom), in the order of the atoms: element, x, y, z
Si -0.0309 -0.0054 0.0231
Si -0.004 -0.0051 0.0735
Si -0.0013 -0.014 0.028
Si 0.0151 -0.0853 0.2793
Si -0.0235 -0.0564 0.1084
Si -0.0438 0.015 0.0977
Si 0.0355 0.0039 0.0791
Si -0.0095 0.0004 0.0211
Si 0.0083 -0.0023 0.0085
Si 0.0463 -0.0069 -0.0445
Si 0.0044 0.032 0.0048
Si -0.0069 0.0334 -0.0623
Si -0.0119 0.0179 -0.0121
Si 0.0067 0.0299 -0.006
Si -0.0072 0.0038 -0.0339
Si 0.0019 0.0223 0.0308
Si 0.005 0.0015 0.0024
Si -0.0075 0.0206 -0.0267
Si 0.0038 0.0056 0.0096
Si 0.0234 0.0182 0.0054
Si -0.0024 -0.0062 -0.0079
Si 0.005 -0.0192 -0.0059
Si 0.0027 -0.0083 -0.0019
Si 0.0013 -0.0068 0.0006
Si 0.4055 0.0814 0.0477
Si -0.0622 -0.0503 -0.2539
Si 0.0128 0.0799 0.0463
Si -0.1266 -0.1496 -0.0218
Si -0.0678 -0.1448 -0.1579
Si -0.1099 0.2296 0.3074
Si -0.3149 -0.0182 0.425
Si 0.0171 0.1527 -0.1954
Si 0.168 0.0538 0.0153
Si 0.084 0.1263 0.0104
Si 0.0074 -0.0022 -0.0272
Si -0.1441 -0.0883 -0.0245
Si 0.0656 0.0574 -0.0057
Si 0.0908 0.04 -0.022
Si -0.1738 -0.1191 -0.0067
Si -0.0075 -0.1017 0.0135
Si -0.0792 0.0125 0.0087
Si 0.0674 -0.0494 0.0105
Si 0.0244 -0.0127 -0.03
Si -0.0322 0.0197 -0.0557
Si 0.0469 -0.0373 0.0013
Si -0.0421 0.0681 0.0106
Si -0.0012 0.0285 -0.0518
Si -0.0316 0.0323 -0.027
Si 0.0322 -0.0402 0.0073
Si -0.0331 0.0204 0.0316
Si 0.0117 0.0608 0.0057
Si 0.024 -0.0361 0.0184
Si -0.036 0.0057 0.0289
Si 0.0306 -0.0416 -0.0023
Si 0.0304 -0.0247 0.016
Si 0.0026 0.0033 0.0167
Si -0.0159 0.0334 0.0252
Si 0.0475 -0.0149 0.0005
Si -0.0657 -0.103 -0.0124
Si 0.038 0.0972 0.0271
Si 0.0047 -0.0103 0.0082
Si -0.0829 0.0042 0.0191
Si -0.0172 0.0964 0.0055
Si 0.0022 -0.0535 -0.0203
Si 0.3405 0.208 -0.4088
Si -0.0233 -0.0975 0.1528
Si -0.2482 -0.0867 -0.2738
Si 0.1034 0.1288 0.2611
Si 0.0422 -0.2033 0.1831
Si 0.1092 0.0408 -0.0202
Si 0.1221 -0.056 0.3038
Si -0.294 -0.1651 -0.5706
Si 0.0158 0.005 -0.0162
Si 0.0094 -0.0018 0.002
Si -0.0047 -0.0195 -0.0121
Si 0.0029 -0.0007 0.0071
Si 0.0006 -0.0086 0.0042
Si 0.0052 -0.0102 -0.0132
Si 0.0018 0 0.0094
Si -0.0001 -0.0046 0.0141
Si -0.0081 -0.0308 0.0165
Si -0.0136 -0.0051 -0.0273
Si -0.0238 0.0158 -0.02
Si -0.0019 0.0094 0.0241
Si -0.0144 0.0238 -0.0157
Si -0.0071 -0.0067 0.003
Si 0.0084 0.0152 -0.0134
Si -0.0105 0.0254 -0.01
Si 0.009 0.0142 -0.0331
Si -0.0171 0.0381 0.0046
Si -0.0114 0.0065 0.0252
Si 0.0371 -0.0384 -0.0548
Si -0.0037 -0.0001 0.0012
Si 0.0045 -0.0504 -0.0131
Si 0.0575 0.0172 -0.0937
Si -0.0359 -0.0065 -0.0051
O -0.0119 -0.0073 -0.029
O -0.0162 -0.0011 -0.0287
O -0.0085 0.0201 0.0222
O 0.0206 -0.0185 0.0087
O -0.0499 0.0447 -0.0411
O 0.0066 0.0045 -0.0315
O -0.0381 0.0466 0.0358
O -0.0019 -0.0066 0.0325
O -0.009 -0.0112 0.0156
O -0.0136 0.018 0.018
O 0.0097 0.0081 0.0044
O 0.0016 -0.0331 0.0609
O 0.0283 -0.0309 0.0375
O 0.0021 0.0091 -0.0131
O 0.0012 -0.0172 -0.0068
O -0.0097 0.0113 0.011
O -0.0302 0.014 -0.0186
O 0.0639 -0.019 -0.1298
O -0.0143 -0.0014 -0.0644
O -0.0322 -0.0139 -0.0267
O 0.0046 0.0397 -0.0156
O 0.0556 0.019 -0.0401
O -0.0184 -0.0329 -0.0236
O 0.0122 -0.0206 -0.0218
Si -0.0015 -0.0252 -0.0035
Si 0.0176 -0.0188 0.0036
Si -0.0051 -0.003 0.001
Si 0.0025 -0.0031 0.0151
Si 0.0015 0.001 0.0017
Si 0.0174 -0.0076 0.0028
Si 0.0066 -0.0044 0.0127
Si -0.0128 0.0316 0.0005
Si -0.0083 -0.0015 -0.0044
Si 0.0115 -0.005 -0.0047
Si 0.0095 0.0169 -0.0141
Si 0.0016 0.0042 0.0039
Si 0.0132 -0.0252 0.0013
Si 0.0084 -0.0018 0.0072
Si -0.0008 -0.0035 0.0033
Si 0.0042 -0.0009 0.0164
Si -0.0045 0.0085 -0.0012
Si -0.0056 0.0144 -0.0172
Si -0.0049 -0.0003 0.013
Si 0.0255 -0.0218 -0.0378
Si -0.0014 0.0037 -0.0036
Si -0.0176 0.0121 -0.0011
Si 0.0045 -0.0052 0.0041
Si 0.0037 0.0024 0.0015
Si 0.001 -0.0074 -0.006
Si 0.0009 0.0114 -0.0084
Si 0.0009 -0.0026 0.0128
Si -0.0015 0.0016 0.0052
Si -0.0163 0.0114 -0.0071
Si 0.0119 -0.0153 0.0042
Si 0.005 -0.0026 0.0108
Si -0.0005 0 0.0089
Si -0.0158 0.004 0.0073
Si 0.0059 -0.0057 -0.0071
Si -0.0022 -0.0059 0.0067
Si 0.0026 0.0005 -0.0105
Si 0.003 0.0085 0.0043
O 0.0003 0.0004 0.0013
O -0.0044 0.0028 -0.0039
O 0.0018 -0.0021 -0.0007
O -0.0022 0.0024 0.0072
O -0.0082 0.0099 -0.0084
O 0.0114 -0.0198 -0.0124
O 0 -0.0049 0.009
O -0.0003 -0.0003 0.0016
O -0.0017 0.0076 0.0067
O -0.0064 -0.0044 -0.0055
O -0.001 -0.0011 0.0054
O -0.0022 -0.0019 -0.0013
O -0.0016 -0.0002 -0.0043
O 0.0033 -0.0019 0.001
O -0.0025 -0.0007 -0.0016
O -0.0011 -0.0007 -0.0068
O 0.0049 0.0149 0.0023
O -0.0024 -0.002 0.0075
O 0 0.0012 0.0028
O 0.0009 -0.0015 -0.0036
O 0.0043 0.0043 0.0045
O 0.0129 0.0096 -0.0055
O 0.0026 0.0015 0.011
O -0.0139 -0.0008 0.0224
O 0.0028 -0.0019 -0.0081
O -0.0012 0.0012 -0.0057
O 0.0008 -0.0005 0.0018
O 0.0073 -0.0033 -0.0083
O 0.0027 -0.0017 -0.0074
O -0.0079 -0.0029 -0.0033
O -0.0012 -0.0082 0.0047
O 0.0024 0.0024 -0.0056
O 0.0067 -0.0001 0.0058
O -0.0028 -0.0059 0.0012
O -0.0033 0.0038 0.0039
O -0.0027 0.0019 -0.0043
O 0.0018 -0.0042 0.0029
O -0.0189 0.0001 0.0031
O -0.0088 0 -0.0121
O 0.0031 -0.0034 -0.0015
O 0.0004 0.0152 0.0066
O 0.0112 -0.0163 0.0125
O 0.0108 0.0219 -0.0028
O -0.001 -0.0005 -0.0091
O -0.0006 -0.0032 0.0048
O 0.0148 -0.0023 0.0133
O -0.0044 0.0097 0.0013
O 0.0037 -0.0001 0.0003
O 0.008 -0.0059 -0.0088
O 0.0009 0.0026 -0.0042
O -0.0059 0.0045 0.0017
O -0.0013 -0.0008 -0.0032
O -0.016 0.0205 -0.0147
O 0.0084 0.0018 -0.0085
O 0.0006 0.0016 -0.0029
O -0.004 0.0249 -0.0036
O 0.0011 -0.0009 -0.002
O -0.0023 0.0061 -0.0044
O -0.0006 -0.0109 0.0286
O -0.0025 0.0023 0.007
O 0.0055 -0.0021 0.0017
O 0.0181 0.0001 0.0117
O 0.0096 0.0022 -0.0019
O -0.0015 -0.0011 0.0027
O 0.0178 -0.0067 0.0124
O 0.0015 0.0021 -0.0016

The program warned: the cutoff lies below the one the program advises for these potential files; the forces do not sum to zero within the program's tolerance; the exchange-correlation potential is rough where the density is thin.
